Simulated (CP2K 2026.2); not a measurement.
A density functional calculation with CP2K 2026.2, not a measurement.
Periodic cell of 534 atoms, Si358O176, from a study of silicon, its oxide and their interface. The atomic structure is a simulated model.
Doubt: the forces sum to 3.28 eV/angstrom along one axis rather than to zero, so they err by at least 0.0061 eV/angstrom per atom on average; the grid cutoff is modest.

Settings
functional: PBE
method: Gaussian and plane waves
basis set: DZVP-MOLOPT-SR-GTH
pseudopotentials: GTH-PBE
grid cutoff: 350 Ry, relative cutoff 50 Ry
k points: Gamma only
occupations: fixed
spin: none
net charge: 0

Cell vectors (angstrom)
a 16.4025 0 0
b 0 16.4025 0
c 0 0 35.7302

Atoms and the computed forces on them: element, x, y, z (angstrom), force x, y, z (eV/angstrom)
Si 0.721 15.984 0.062 -0.125 -0.005 -0.095
Si 3.136 2.269 0.373 0.244 -0.02 -0.37
Si 15.659 5.699 35.403 0.006 -0.37 -0.164
Si 2.654 8.637 35.674 0.283 0.093 -0.016
Si 0.402 10.81 35.664 -0.121 0.047 -0.003
Si 2.807 13.693 0.37 0.013 -0.05 -0.167
Si 5.299 0.145 0.588 -0.093 0.146 -0.538
Si 7.638 2.988 0.427 0.101 0.137 -0.185
Si 5.707 5.409 0.185 0.011 -0.045 -0.141
Si 8.226 8.147 0.054 -0.291 0.233 0.024
Si 5.036 11.569 35.538 -0.085 0.17 0.462
Si 7.516 14.527 35.443 0.109 -0.085 0.342
Si 10.861 15.89 35.452 -0.204 0.246 0.53
Si 13.454 3.255 35.453 -0.132 -0.585 0.033
Si 11.069 5.325 0.039 0.464 -0.389 0.348
Si 14.198 7.607 0.049 0.076 -0.197 0.195
Si 10.847 10.772 35.47 -0.163 -0.028 0.175
Si 13.377 13.929 0.115 0.034 0.13 0.076
Si 1.522 1.168 1.636 0.013 -0.042 0.024
Si 4.117 4.152 1.433 -0.01 -0.18 -0.139
Si 1.519 6.958 1.18 -0.021 -0.043 -0.12
Si 4.142 9.839 1.303 -0.019 -0.135 -0.233
Si 1.376 12.271 1.531 -0.005 -0.058 -0.226
Si 4.06 15.036 1.805 -0.089 0.035 -0.263
Si 6.672 1.472 1.893 0.096 0.146 -0.221
Si 9.526 4.109 1.379 -0.236 -0.09 0.001
Si 6.883 6.889 1.531 0.016 0.046 -0.23
Si 9.583 9.579 1.34 -0.023 -0.095 -0.107
Si 6.769 12.57 1.104 -0.287 -0.073 -0.409
Si 9.298 15.052 1.278 -0.094 0.024 -0.491
Si 11.943 1.082 1.295 -0.063 0.048 -0.163
Si 14.968 4.079 1.293 0.089 0.258 -0.036
Si 12.365 6.772 1.381 -0.032 0.353 0.039
Si 15.108 9.522 1.17 0.098 0.141 -0.012
Si 12.139 12.274 1.219 -0.064 -0.039 -0.198
Si 15.118 15.062 1.251 0.227 0.045 -0.121
Si 0.002 2.696 2.658 -0.116 -0.054 -0.081
Si 2.723 16.352 3.144 -0.021 -0.036 0.239
Si 0.038 8.194 2.649 0.025 0.055 -0.028
Si 2.698 5.536 2.68 0 -0.049 0.098
Si 16.339 13.664 2.753 -0.08 0.048 0.048
Si 2.766 10.961 2.855 0.069 -0.113 0.12
Si 5.345 2.903 3.055 -0.13 0.07 0.209
Si 8.212 0.05 2.865 0.196 -0.029 0.182
Si 5.454 8.339 2.7 -0.163 0.096 -0.022
Si 8.253 5.515 2.841 0.112 -0.045 0.025
Si 5.55 13.655 2.869 0.172 -0.022 0.055
Si 8.143 11.031 2.576 -0.14 0.107 -0.25
Si 10.845 2.684 2.743 0.225 -0.056 -0.183
Si 13.641 16.386 2.639 -0.071 0.005 0.06
Si 10.994 8.237 2.705 0.112 -0.099 -0.05
Si 13.674 5.396 2.768 -0.024 -0.025 0.202
Si 10.788 13.635 2.63 -0.142 0.118 0.06
Si 13.636 10.909 2.552 0.04 -0.113 -0.145
Si 1.341 4.117 4.054 0.008 0.073 -0.051
Si 4.081 1.414 4.364 -0.162 0.143 0.049
Si 1.362 9.541 4.124 0.096 -0.039 -0.053
Si 4.086 6.905 4.064 0.03 0.055 -0.025
Si 1.266 14.942 4.267 0.037 0.134 -0.001
Si 4.136 12.311 4.22 0.031 -0.07 -0.123
Si 6.871 4.206 4.264 -0.071 -0.078 -0.046
Si 9.573 1.39 4.217 -0.048 -0.064 0.056
Si 6.841 9.669 4.066 -0.072 -0.015 -0.075
Si 9.639 6.899 4.136 -0.058 -0.039 -0.026
Si 6.871 15.057 4.227 0.039 -0.128 -0.116
Si 9.498 12.29 4.072 0.096 0.1 -0.044
Si 12.272 4.048 4.112 0.019 0.046 -0.121
Si 14.988 1.374 4.055 -0.043 -0.024 -0.048
Si 12.356 9.589 4.055 -0.115 0.012 0.014
Si 15.057 6.833 4.075 -0.014 0.014 -0.145
Si 12.272 14.993 4.015 -0.05 -0.046 -0.112
Si 14.958 12.253 4.036 0.044 0.113 0.031
Si 16.39 0.019 10.983 -0.009 0.03 -0.015
Si 2.736 2.753 10.973 0.029 -0.025 -0.003
Si 16.402 5.498 10.973 -0.001 0.007 0.004
Si 2.741 8.23 10.96 -0.02 0.013 0
Si 16.399 10.95 10.942 0.004 -0.007 -0.017
Si 2.726 13.681 10.971 0.002 0.001 0.003
Si 5.474 0.018 10.957 0.004 0.017 0.005
Si 8.231 2.759 10.946 0.015 -0.031 -0.004
Si 5.499 5.502 10.968 -0.024 -0.047 0.003
Si 8.23 8.223 10.977 -0.016 -0.016 -0.007
Si 5.472 10.957 10.977 0.007 0.008 0.002
Si 8.205 13.675 10.979 -0.003 0.007 0.005
Si 10.941 0.016 10.974 -0.026 0.014 0.01
Si 13.678 2.754 10.98 0.012 -0.04 0.002
Si 10.963 5.485 10.962 -0.001 -0.015 -0.005
Si 13.675 8.21 10.959 0.002 0 0.004
Si 10.939 10.939 10.977 -0.005 0.019 -0.01
Si 13.658 13.677 10.972 0.004 0.014 -0.003
Si 1.37 1.388 12.348 0.003 0 0.03
Si 4.136 4.12 12.312 -0.008 0.022 -0.005
Si 1.373 6.875 12.321 0.067 0.005 -0.004
Si 4.105 9.587 12.333 -0.03 -0.018 -0.005
Si 1.357 12.304 12.328 -0.033 -0.026 0.006
Si 4.108 15.051 12.334 0.016 0.02 0.008
Si 6.869 1.381 12.303 -0.027 0.008 -0.013
Si 9.606 4.108 12.328 -0.056 0 0.001
Si 6.874 6.854 12.347 0.039 0.04 0.004
Si 9.58 9.583 12.364 0.015 -0.001 0.004
Si 6.838 12.313 12.354 -0.04 0.005 0.008
Si 9.566 15.054 12.334 0.003 0.006 -0.004
Si 12.307 1.386 12.339 0.012 0.027 -0.003
Si 15.046 4.128 12.347 -0.005 -0.002 0.006
Si 12.323 6.847 12.346 0.002 -0.007 0.01
Si 15.044 9.586 12.311 0.038 0.019 -0.028
Si 12.296 12.31 12.339 -0.005 0.013 -0.004
Si 15.004 15.062 12.34 0.051 -0.021 0.008
Si 0.014 2.772 13.721 0.006 -0.055 -0.001
Si 2.748 0.019 13.71 -0.006 0.025 0.021
Si 0.02 8.256 13.692 -0.052 0.021 0.055
Si 2.765 5.504 13.644 -0.054 -0.041 -0.046
Si 16.373 13.676 13.669 -0.021 0.062 -0.036
Si 2.725 10.935 13.707 0.067 0.028 0.052
Si 5.531 2.761 13.663 -0.031 -0.07 -0.024
Si 8.211 0.021 13.702 -0.029 0.047 0.006
Si 5.494 8.236 13.689 -0.045 0.021 0.002
Si 8.258 5.477 13.699 0.031 -0.05 -0.011
Si 5.471 13.683 13.718 0.011 -0.004 0.054
Si 8.199 10.946 13.731 -0.018 0.017 0.043
Si 10.967 2.753 13.72 0.056 -0.064 0.024
Si 13.632 0.016 13.731 0 0.062 0.01
Si 10.957 8.21 13.72 -0.055 0.024 0.007
Si 13.696 5.496 13.733 0.04 -0.011 0.025
Si 10.922 13.685 13.696 0.006 -0.015 -0.029
Si 13.669 10.931 13.676 0.034 -0.021 -0.001
Si 1.419 4.173 15.033 0.148 0.155 -0.027
Si 4.169 1.41 15.028 0.087 0.018 0.005
Si 1.366 9.595 15.119 -0.057 -0.035 0.096
Si 4.137 6.842 15.01 -0.049 0.032 0.114
Si 1.343 15.023 15.026 -0.043 -0.037 -0.017
Si 4.09 12.3 15.076 -0.011 -0.005 -0.067
Si 6.904 4.1 15.052 0.005 0.017 0.089
Si 9.607 1.362 15.07 -0.052 -0.016 0.018
Si 6.826 9.58 15.111 0.004 -0.046 0.027
Si 9.619 6.822 15.098 -0.001 0.002 0.009
Si 6.85 15.058 15.085 -0.041 0 0.038
Si 9.567 12.335 15.076 0.011 0.046 0.014
Si 12.328 4.126 15.111 0.005 -0.021 0.063
Si 15.008 1.411 15.07 0.055 0.02 0.014
Si 12.336 9.575 15.071 0.021 0.049 0.002
Si 15.078 6.897 15.072 0.008 -0.018 -0.02
Si 12.242 15.046 15.098 0.023 -0.038 0.086
Si 14.989 12.329 15.03 0.103 0.005 0.114
Si 16.375 16.401 16.358 -0.01 -0.062 0.089
Si 2.874 2.868 16.345 -0.135 0.066 0.022
Si 0.105 5.579 16.412 -0.154 -0.126 0.011
Si 2.782 8.157 16.43 0.046 0.001 -0.104
Si 16.367 11.044 16.445 -0.128 -0.046 -0.062
Si 2.673 13.638 16.407 0.132 0.026 0.085
Si 5.487 0.038 16.442 -0.055 -0.02 0.087
Si 8.326 2.782 16.431 -0.022 -0.07 0.045
Si 5.512 5.482 16.368 0.042 -0.057 0.06
Si 8.174 8.131 16.427 0.042 0.072 0.124
Si 5.459 10.973 16.488 -0.15 0.102 0.052
Si 8.231 13.71 16.48 -0.043 -0.098 -0.084
Si 10.858 16.358 16.52 0.014 0.186 -0.01
Si 13.694 2.777 16.509 -0.03 -0.144 0.18
Si 11.035 5.528 16.528 -0.022 -0.06 0.005
Si 13.697 8.226 16.467 0.103 -0.086 0.029
Si 10.957 10.957 16.39 0.013 -0.04 0.063
Si 13.59 13.639 16.432 -0.084 -0.008 0.064
Si 1.453 1.442 17.491 -0.019 0.134 -0.11
Si 4.235 4.184 17.839 -0.077 0.104 -0.073
Si 1.446 6.863 17.909 0.047 -0.075 0.408
Si 4.069 9.552 17.807 0.005 -0.141 -0.102
Si 1.328 12.347 17.897 0.112 -0.251 0.119
Si 3.994 15.053 17.73 -0.028 0.067 -0.15
Si 6.991 1.374 17.762 0.062 0.021 -0.132
Si 9.663 4.16 17.88 -0.064 -0.071 -0.016
Si 6.81 6.754 17.851 -0.054 0.062 -0.003
Si 9.621 9.509 17.655 -0.018 -0.055 -0.228
Si 6.849 12.374 17.825 -0.033 -0.01 -0.002
Si 9.499 15.012 18.01 0.06 0.068 0.151
Si 12.253 1.335 17.832 0.023 -0.153 -0.239
Si 15.152 4.255 17.783 0.386 0.161 -0.353
Si 12.47 6.84 17.948 0.007 0.098 -0.021
Si 15.025 9.644 17.8 0.056 0.16 0.036
Si 12.203 12.302 17.895 0.113 0.051 0.173
Si 14.984 15.001 17.751 0.074 0.036 -0.096
Si 0.049 2.659 18.883 -0.03 0.313 -0.322
Si 2.633 0.146 18.983 -0.346 -0.356 0.058
Si 0.352 8.697 19.1 -0.04 -0.082 -0.282
Si 2.922 5.45 19.388 -0.049 0.185 0.081
Si 16.241 13.652 19.229 0.1 0.343 0.033
Si 2.377 10.548 19.146 0.191 0.511 -0.155
Si 5.659 2.754 19.071 0.29 0.082 0.008
Si 8.154 0.056 19.39 0.013 0.166 -0.108
Si 5.415 8.173 19.185 0.199 0.1 0.221
Si 8.186 5.412 19.287 0.032 -0.032 0.22
Si 5.465 13.857 19.106 -0.142 -0.17 0.12
Si 8.246 10.824 18.969 0.021 0.058 0.24
Si 11.103 2.823 19.226 0.094 -0.005 0.114
Si 13.511 16.221 19.147 -0.362 -0.193 0.162
Si 10.928 8.215 19.125 0.006 -0.029 0.144
Si 14.118 5.696 19.328 -0.081 0.077 -0.077
Si 10.789 13.574 19.444 0.068 -0.199 0.215
Si 13.569 10.88 19.258 -0.062 -0.083 0.205
Si 2.352 3.622 20.839 0.039 -0.239 -0.157
Si 4.341 1.213 20.127 -0.408 0.457 -0.133
Si 13.985 8.354 22.48 -0.345 -0.073 -0.082
Si 3.907 7.202 20.747 0.217 -0.41 -0.376
Si 0.529 0 20.349 0.456 -0.564 0.059
Si 4.31 12.574 20.682 0.143 0.016 -0.713
Si 7.144 3.734 20.702 -0.229 0.161 0.217
Si 9.527 1.644 20.584 0.161 0.066 0.281
Si 7.164 9.251 20.321 -0.213 -0.147 -0.046
Si 9.382 7.072 20.463 -0.17 -0.05 0.108
Si 6.077 15.8 20.491 0.19 -0.236 0.054
Si 9.527 11.828 20.643 -0.088 -0.168 -0.311
Si 13.02 3.866 20.379 0.076 -0.147 0.098
Si 14.928 1.373 20.005 0.099 0.142 -0.224
Si 11.907 9.736 20.622 -0.129 0.162 -0.031
Si 15.411 7.512 20.757 0.63 -0.218 0.031
Si 12.52 14.597 20.748 0.024 0.27 -0.125
Si 14.815 12.4 20.559 -0.32 -0.218 0.063
Si 2.62 4.153 23.891 0.014 -0.091 0.324
Si 14.19 6.061 24.754 0.215 -0.234 0.204
Si 4.657 6.461 23.765 -0.128 0.146 0.308
Si 15.931 10.698 22.992 0.07 0.284 0.29
Si 5.039 14.006 25.941 -0.11 -0.018 0.393
Si 5.228 15.361 23.394 -0.384 -0.096 0.298
Si 9.339 12.089 26.799 0.019 -0.113 0.035
Si 1.435 8.392 22.195 0.122 -0.364 0.287
Si 9.851 6.125 23.386 -0.167 0.09 0.115
Si 3.319 14.118 22.857 -0.223 0.147 0.266
Si 13.03 14.034 28.985 -0.064 -0.126 0.065
Si 12.358 15.402 23.847 0.249 0.02 0.109
Si 1.282 16.372 23.277 -0.156 0.063 0.028
Si 12.314 4.359 23.289 -0.031 -0.073 0.162
Si 0.482 5.059 25.799 -0.04 -0.024 0.045
Si 6.829 11.491 22.272 0.152 -0.296 -0.034
Si 0.177 12.344 25.68 0.079 0.205 0.247
Si 3.068 16.236 26.695 0.052 0.185 0.302
Si 3.722 1.455 24.501 -0.226 0.298 0.317
Si 15.361 15.29 24.977 0.004 -0.123 0.179
Si 4.469 6.201 30.735 0.03 -0.108 -0.119
Si 2.195 7.29 27.151 -0.084 0.027 0.02
Si 6.335 10.477 28.07 0.063 -0.076 -0.007
Si 6.887 13.383 28.26 0.048 -0.082 0.112
Si 10.837 1.611 23.442 -0.096 0.1 0.147
Si 7.074 4.521 23.703 0.028 0.065 0.112
Si 10.152 6.447 33.992 -0.134 0.094 -0.216
Si 7.446 10.544 25.113 0.134 -0.333 0.254
Si 8.58 7.856 25.49 -0.228 0.097 0.12
Si 11.451 3.286 30.48 0.049 -0.204 -0.114
Si 8.612 2.58 25.556 -0.048 0.06 0.176
Si 12.504 5.885 30.321 0.038 -0.037 -0.063
Si 3.076 8.741 24.778 0.168 0.04 0.245
Si 15.621 12.153 28.772 0.041 0.054 -0.083
Si 1.941 16.121 29.378 0.105 -0.047 0.085
Si 14.308 2.431 30.5 -0.084 -0.095 -0.169
Si 0.218 0.24 27.163 -0.296 0.07 0.084
Si 14.086 8.098 30.56 0.036 0.101 -0.037
Si 16.316 3.223 28.125 0.027 -0.076 0.1
Si 3.187 11.908 24.995 -0.183 -0.152 0.339
Si 0.796 14.039 30.82 0.038 -0.092 -0.088
Si 9.183 4.204 31.977 -0.134 -0.308 -0.185
Si 7.618 2.037 33.349 -0.196 -0.035 -0.189
Si 4.926 7.948 28.462 -0.084 -0.029 -0.014
Si 10.3 7.102 28.802 0.117 -0.069 -0.072
Si 16.237 9.861 30.843 -0.01 0.131 -0.032
Si 7.505 6.251 27.722 -0.022 -0.164 -0.037
Si 5.938 1.636 30.972 -0.024 0.075 0.002
Si 10.715 3.222 27.5 0.118 0.021 0.106
Si 12.366 8.69 33.839 0.024 0.236 -0.275
Si 1.845 4.679 30.148 -0.008 -0.041 -0.025
Si 11.246 14.413 26.472 0.043 0.101 0.181
Si 15.276 3.624 33.126 -0.138 0.095 -0.05
Si 2.766 1.95 31.22 0.137 0.085 -0.16
Si 4.71 7.405 33.549 -0.101 -0.214 0.194
Si 0.025 12.122 32.777 -0.039 -0.091 -0.23
Si 1.341 1.816 33.779 0.12 -0.073 -0.023
Si 6.668 9.838 33.646 0.084 -0.063 -0.069
Si 7.961 15.712 30.081 -0.005 0.229 -0.046
Si 9.479 0.491 27.449 -0.064 0.08 0.092
Si 6.933 4.367 29.885 -0.184 -0.134 -0.127
Si 12.445 5.611 27.321 -0.03 -0.012 0.039
Si 9.157 9.536 28.119 0.012 0.057 -0.007
Si 9.447 10.844 32.496 0.09 0.179 -0.377
Si 8.975 15.689 32.957 0.041 0.042 0.055
Si 14.598 15.749 31.037 -0.087 -0.06 -0.119
Si 11.793 9.758 31.112 0.036 -0.042 -0.422
Si 0.399 7.336 29.745 0.048 -0.163 0.028
Si 13.747 13.54 32.85 -0.127 0.123 -0.313
Si 11.384 12.601 31.111 0.062 -0.041 -0.26
O 0.541 0.549 34.45 -0.123 -0.167 -0.085
O 0.251 2.782 33.101 0.039 0.157 -0.43
O 2.284 3.525 31.236 0.199 -0.171 0.049
O 2.168 2.738 34.848 -0.187 0.071 -0.039
O 15.527 5.095 33.83 0.088 0.388 0.086
O 14.163 2.871 34.031 0.121 0.005 0.112
O 3.448 8.094 34.321 -0.331 0.32 0.064
O 0.03 11.801 34.368 -0.178 -0.109 0.306
O 14.941 12.597 32.227 0.068 -0.147 -0.302
O 1.501 9.7 35.087 0.008 -0.056 0.389
O 3.856 12.737 35.167 -0.058 -0.218 0.498
O 1.799 14.778 35.285 -0.361 0.123 0.445
O 6.245 15.612 35.3 0.106 0.068 0.1
O 4.283 1.191 35.46 -0.243 0.163 0.699
O 8.222 3.511 33.069 -0.299 -0.001 0.224
O 6.675 0.236 30.544 -0.112 0.082 -0.246
O 5.348 6.281 34.56 0.105 -0.014 0.108
O 9.822 5.506 32.697 0.168 0.269 0.164
O 8.333 4.66 30.663 0.245 0.12 0.135
O 8.795 7.217 34.528 0.043 -0.049 0.087
O 7.331 9.347 35.056 0.145 -0.109 0.037
O 5.623 11.035 34.067 0.042 -0.073 -0.091
O 9.851 12.255 31.664 -0.194 -0.074 0.193
O 8.092 14.615 33.854 0.066 -0.348 0.462
O 10.375 15.855 33.837 0.086 0.2 0.228
O 12.25 15.032 35.359 0.175 -0.217 0.332
O 10.258 3.01 31.557 -0.106 -0.049 0.219
O 14.742 3.585 31.577 0.252 0.214 0.248
O 12.252 4.318 35.12 -0.274 0.152 -0.009
O 12.854 1.8 0.125 0.177 0.354 -0.254
O 0.855 6.056 35.631 0.055 0.533 0.58
O 13.769 7.975 34.212 -0.154 -0.227 0.01
O 10.024 11.059 34.034 0.014 0.006 0.537
O 12.003 9.647 35.115 0.254 -0.076 -0.006
O 10.209 8.721 29.041 -0.033 -0.022 -0.109
O 13.988 13.373 34.434 0.267 -0.108 -0.015
O 2.077 4.111 22.366 -0.22 0.049 0.02
O 0.905 3.113 20.252 -0.067 0.03 -0.013
O 0.317 14.753 20.419 0.141 -0.167 -0.194
O 3.477 2.404 21 0.129 -0.118 0.247
O 0.312 7.23 21.864 0.028 0.116 0.019
O 14.703 9.657 23.156 -0.252 -0.131 0.031
O 3.357 5.571 24.15 -0.282 -0.035 0.178
O 2.68 8.289 21.106 -0.227 0.054 -0.313
O 3.347 13.781 21.253 -0.423 -0.161 0.103
O 2.239 1.056 23.98 -0.145 -0.071 0.109
O 3.369 11.252 20.362 -0.198 -0.018 0.124
O 5.928 14.543 24.668 0.064 -0.044 -0.142
O 6.508 4.035 22.233 -0.31 -0.363 -0.472
O 8.381 2.716 21.123 0.043 0.108 -0.39
O 11.642 14.403 24.898 -0.233 -0.073 -0.121
O 10.303 1.135 21.974 0.056 -0.3 -0.368
O 5.519 12.348 21.797 0.141 0.089 0.109
O 6.591 9.995 21.669 -0.272 0.126 0.27
O 11.137 5.292 23.915 -0.07 0.083 -0.025
O 10.126 6.566 21.848 0.171 0.108 -0.105
O 10.685 12.912 26.612 0.042 -0.19 0.237
O 6.251 15.398 22.115 0.168 -0.135 0.096
O 6.766 11.354 23.894 -0.41 0.409 -0.083
O 8.294 12.111 21.775 0.104 0.393 0.302
O 12.506 4.685 21.712 -0.24 0.247 -0.066
O 14.046 2.597 20.823 -0.185 -0.103 0.013
O 1.052 0.539 21.786 -0.037 0.022 0.556
O 12.521 8.873 21.911 0.061 0.055 -0.098
O 10.725 10.791 21.237 0.153 -0.075 -0.156
O 0.254 1.849 27.33 0.101 0.085 0.135
O 13.81 7.258 23.705 0.106 0.215 -0.051
O 13.67 13.471 21.1 0.03 0.252 -0.335
O 12.09 15.099 22.269 -0.079 0.081 -0.271
O 15.562 11.891 21.948 -0.162 -0.122 0.068
O 16.194 11.275 24.502 0.036 -0.307 -0.285
O 3.803 3.054 24.225 0.17 -0.066 -0.022
O 3.772 1.196 26.13 -0.12 -0.066 -0.374
O 13.931 15.282 24.232 -0.104 0.096 0.163
O 16.256 16.229 24.006 -0.204 0.184 -0.282
O 2.103 8.13 23.638 -0.113 -0.343 -0.096
O 15.759 10.674 29.486 -0.084 -0.065 -0.112
O 14.1 12.784 28.869 -0.077 0.146 -0.152
O 0.786 9.893 22.3 0.008 0.293 0.011
O 4.468 12.477 25.842 -0.05 0.026 0.074
O 3.172 12.641 23.554 -0.21 0.172 -0.252
O 6.231 11.959 28.761 0.093 0.027 0.071
O 6.543 10.655 26.465 0.018 0.323 -0.195
O 8.875 11.294 25.444 0.116 -0.119 -0.227
O 11.684 13.679 29.902 0.137 -0.101 0.145
O 4.467 7.858 24.645 -0.063 -0.051 -0.322
O 6.009 5.66 24.217 -0.015 -0.118 0.011
O 8.238 8.164 20.987 -0.078 0.047 -0.373
O 8.523 5.197 23.421 0.177 0.078 -0.08
O 1.951 14.906 23.228 0.1 -0.282 -0.21
O 2.214 8.572 26.155 0.042 -0.045 -0.084
O 9.224 8.725 26.704 0.164 -0.138 0.181
O 7.588 8.942 24.749 0.043 0.149 -0.055
O 8.168 13.085 27.308 0.058 0.066 -0.048
O 11.686 0.439 24.168 0.184 -0.058 0.139
O 11.999 4.069 26.899 -0.087 0.065 -0.004
O 9.571 2.087 24.34 0.053 -0.161 -0.086
O 11.922 2.805 23.38 0.176 0.057 -0.046
O 9.403 3.623 26.586 -0.032 -0.033 -0.302
O 15.81 5.986 24.979 -0.157 0.053 -0.383
O 13.692 4.64 24.11 -0.132 -0.174 -0.299
O 13.837 15.101 32.34 0.013 0.15 0.216
O 9.672 7.399 24.387 0.053 0.063 -0.223
O 3.714 14.956 25.954 -0.098 -0.173 -0.334
O 1.811 12.263 25.816 0.084 0.094 0.16
O 1.496 16.187 26.264 0.126 -0.106 -0.075
O 1.286 4.002 24.841 0.029 0.055 -0.015
O 3.188 16.158 28.315 -0.2 -0.148 -0.057
O 1.865 1.155 30.123 -0.075 0.055 -0.075
O 4.869 0.544 23.786 0.313 -0.287 -0.14
O 15.984 4.31 26.95 -0.145 0.077 -0.081
O 13.44 6.24 26.203 -0.199 0.058 -0.077
O 0.905 8.644 30.594 0.106 -0.068 0.218
O 3.727 7.195 27.672 0.178 -0.208 0.116
O 0.296 13.088 29.58 0.043 -0.029 -0.096
O 1.085 13.248 32.223 0.194 -0.044 -0.002
O 5.82 14.2 27.343 -0.194 -0.122 -0.011
O 4.993 9.576 28.301 -0.109 -0.009 0.234
O 8.479 0.817 32.771 0.016 0.022 -0.21
O 7.325 14.324 29.5 0.101 -0.06 -0.048
O 10.679 3.667 29.079 -0.141 0.131 0.185
O 8.33 1.229 26.491 -0.038 -0.09 -0.171
O 4.681 6.746 22.146 0.267 0.126 -0.234
O 7.321 3.344 24.862 0.154 -0.106 0.113
O 11.133 6.6 27.476 -0.167 -0.119 -0.078
O 12.563 9.645 32.549 -0.005 0.131 0.307
O 7.039 4.775 28.285 -0.097 0.14 0.051
O 7.942 6.477 26.151 0.054 0.099 -0.209
O 7.628 9.661 28.691 -0.154 -0.085 -0.096
O 9.735 11.033 27.972 0.052 -0.216 -0.04
O 12.236 4.541 31.145 -0.217 -0.042 0.124
O 10.736 1.575 27.543 0.173 -0.098 -0.179
O 11.023 6.55 30.138 -0.034 0.174 0.252
O 1.7 5.94 26.418 0.139 -0.098 -0.142
O 13.134 5.588 28.821 0.193 -0.123 0.158
O 12.691 8.83 30.059 -0.018 -0.066 0.181
O 14.911 9.14 31.49 0.03 -0.077 0.121
O 15.986 12.004 27.174 -0.15 -0.011 -0.052
O 12.508 14.528 27.517 -0.11 0.065 -0.096
O 16.109 15.192 31.13 0.103 0.236 0.237
O 0.485 15.962 28.621 0.145 0.045 -0.038
O 15.282 16.053 26.444 0.137 0.124 0.255
O 15.051 2.892 29.107 -0.322 0.226 0.134
O 12.676 2.232 30.242 -0.122 -0.099 0.184
O 3.412 10.324 24.695 0.163 0.257 -0.017
O 2.44 1.312 32.676 -0.09 -0.152 0.178
O 1.129 7.502 28.327 -0.243 0.287 -0.175
O 15.189 7.551 29.459 0.043 -0.153 0.085
O 1.233 3.832 28.89 -0.01 0.09 -0.055
O 0.483 10.786 31.981 0.231 -0.161 0.054
O 2.156 14.827 30.351 -0.228 0.077 -0.013
O 15.987 13.798 25.212 -0.129 0.082 0.102
O 4.761 7.646 30.045 0.075 0.099 0.179
O 3.246 5.482 29.916 0.094 -0.198 -0.21
O 6.178 1.953 32.568 -0.115 0.197 0.101
O 4.319 1.67 30.795 -0.039 0.064 -0.067
O 8.938 15.257 31.352 0.172 -0.024 0.187
O 10.107 15.541 26.797 -0.211 -0.012 0.143
O 5.771 5.235 30.622 0.034 -0.066 0.078
O 4.139 6.537 32.286 -0.147 0.091 0.127
O 6.571 2.784 29.991 0.197 0.062 -0.014
O 6.296 7.301 27.91 0.043 0.037 -0.299
O 7.844 10.445 32.628 -0.007 -0.322 0.307
O 5.806 8.547 33.069 0.146 -0.032 0.18
O 10.195 9.662 31.597 -0.222 -0.123 0.045
O 8.761 6.624 28.679 0.068 0.043 0.085
O 7.744 1.858 34.95 0.163 0.017 -0.057
O 8.828 0.102 28.912 -0.157 -0.147 0.188
O 14.743 0.963 31.052 0.274 -0.088 0.139
O 13.811 15.292 29.68 0.182 0.087 -0.183
O 11.202 7.611 33.507 -0.178 -0.243 0.233
O 13.523 6.735 31.266 -0.206 0.078 -0.071
O 6.703 4.172 35.428 0.148 -0.042 0.478
O 0.751 5.89 30.474 0.081 0.01 -0.086
O 12.267 13.006 32.427 0.011 -0.105 0.309
O 11.985 11.23 30.467 -0.093 -0.095 -0.137
Si 16.323 0.018 5.506 -0.021 -0.04 0.014
Si 2.66 2.814 5.567 -0.012 -0.15 0.039
Si 0.006 5.475 5.464 -0.051 -0.022 -0.021
Si 2.733 8.205 5.506 -0.039 0.016 -0.062
Si 16.369 10.935 5.45 -0.012 -0.048 -0.103
Si 2.725 13.645 5.567 -0.02 -0.003 0.063
Si 5.488 0.005 5.597 0.085 0.1 0.053
Si 8.208 2.765 5.573 -0.004 -0.039 -0.011
Si 5.449 5.579 5.524 0.055 0.05 -0.006
Si 8.214 8.275 5.451 0.069 -0.015 -0.064
Si 5.498 10.938 5.541 -0.044 0.021 -0.001
Si 8.224 13.656 5.537 -0.016 0.013 -0.027
Si 10.975 16.376 5.48 -0.007 0.056 -0.036
Si 13.656 2.717 5.48 0.056 0.018 -0.004
Si 10.961 5.475 5.486 0.009 0.009 -0.01
Si 13.692 8.213 5.444 0.03 -0.017 -0.013
Si 10.934 10.939 5.421 0.01 -0.025 -0.056
Si 13.622 13.639 5.436 -0.076 -0.053 -0.059
Si 1.309 1.384 6.885 -0.024 0.083 -0.016
Si 4.087 4.173 6.886 -0.026 -0.004 -0.037
Si 1.363 6.836 6.859 0.044 -0.029 0.004
Si 4.105 9.572 6.876 0.034 -0.014 -0.01
Si 1.329 12.275 6.873 0.098 -0.008 0.011
Si 4.087 15.036 6.914 -0.051 0.02 0.006
Si 6.85 1.391 6.93 0.01 -0.04 0.025
Si 9.597 4.139 6.887 -0.009 0.011 0.018
Si 6.857 6.919 6.865 -0.117 0.016 -0.036
Si 9.59 9.598 6.841 -0.016 -0.02 -0.028
Si 6.852 12.306 6.904 -0.024 0.018 -0.003
Si 9.6 15.035 6.872 0.008 -0.034 -0.017
Si 12.314 1.352 6.863 0.037 -0.032 -0.012
Si 15.032 4.106 6.834 -0.022 0.022 -0.026
Si 12.33 6.852 6.835 -0.001 -0.029 0.002
Si 15.028 9.575 6.838 -0.001 -0.008 0.041
Si 12.272 12.295 6.833 0.021 0.047 -0.013
Si 14.975 15.02 6.844 -0.002 0.097 -0.018
Si 16.374 2.761 8.249 -0.006 -0.067 0.008
Si 2.704 0.021 8.243 0.054 0.027 -0.005
Si 16.398 8.213 8.213 0.002 0.01 -0.015
Si 2.725 5.506 8.264 0.026 -0.003 0.013
Si 16.372 13.676 8.218 0.016 0.011 -0.022
Si 2.726 10.936 8.233 -0.055 -0.021 -0.001
Si 5.46 2.78 8.244 -0.012 -0.037 0.006
Si 8.232 0.002 8.248 -0.014 0.04 0.008
Si 5.482 8.239 8.255 0.012 0 0.014
Si 8.218 5.519 8.224 0.008 -0.041 -0.002
Si 5.471 13.672 8.258 0.003 -0.004 0.006
Si 8.229 10.941 8.245 -0.008 0.028 0.017
Si 10.962 2.745 8.227 -0.016 0.005 -0.003
Si 13.659 16.397 8.246 -0.026 -0.029 0.022
Si 10.955 8.217 8.205 -0.014 -0.017 -0.005
Si 13.682 5.481 8.211 0.018 0.013 -0.011
Si 10.944 13.663 8.24 0 0.031 0.006
Si 13.655 10.942 8.207 -0.007 -0.019 0.003
Si 1.359 4.121 9.614 0.023 -0.009 -0.007
Si 4.093 1.39 9.597 -0.035 0.009 0.008
Si 1.362 9.572 9.589 0.055 -0.007 -0.004
Si 4.116 6.865 9.612 0 -0.004 -0.004
Si 1.34 15.043 9.604 -0.003 0.009 0.004
Si 4.092 12.306 9.607 0.007 0.029 0.002
Si 6.856 4.14 9.592 -0.015 0.032 -0.001
Si 9.596 1.383 9.595 0.003 -0.014 0.003
Si 6.854 9.593 9.621 -0.02 -0.005 0.002
Si 9.596 6.864 9.598 -0.017 0.01 0.002
Si 6.848 15.042 9.607 -0.021 -0.002 0.003
Si 9.578 12.31 9.615 -0.011 -0.003 -0.007
Si 12.326 4.116 9.592 0 -0.006 0.006
Si 15.024 1.378 9.609 0.025 0.032 -0.002
Si 12.304 9.578 9.594 0 0.007 -0.008
Si 15.039 6.847 9.586 -0.003 -0.023 -0.004
Si 12.294 15.038 9.611 0.008 0.011 -0.003
Si 15.014 12.311 9.588 0.015 0.022 -0.016

Results
total energy: -115452.277 eV
total energy less fixed offsets of O -438.35, Si -107.03 eV per atom: 14.063 eV
